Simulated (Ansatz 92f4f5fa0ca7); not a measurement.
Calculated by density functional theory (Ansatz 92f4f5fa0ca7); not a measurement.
Periodic cell of 256 atoms, Si144O112, from a study of silicon, its oxide and their interface. The atomic structure is a simulated model.
Doubt: the cutoff is far below the 930 eV that the study's wrapper takes by default for these files, so forces and energies are approximate.

Settings
functional: PBE
potential files: Ansatz PAW
basis: plane waves
wave-function cutoff: 580 eV
density cutoff ratio: 5
exchange-correlation grid ratio: 1
k mesh: 1 x 1 x 1, Gamma-centred
self-consistency stop: 5e-08 eV per atom in the density residual
occupations: fixed
spin: none
net charge: 0

Cell vectors (angstrom)
a	10.938	0	0
b	0	10.938	0
c	-2.638	-4.898	36.4555

Atoms and the computed forces on them: element, x, y, z (angstrom), force x, y, z (eV/angstrom)
Si	-1.4823	-5.9375	29.1106	-0.0574	0.1051	-0.1853
Si	1.421	-3.4222	29.2442	-0.0254	0.0108	-0.3446
Si	-0.8069	-1.2638	28.8029	0.2318	-0.1674	-0.061
Si	1.7782	-9.2059	28.8773	0.0795	-0.0346	-0.0939
Si	-7.3835	-5.7183	28.9201	0.0047	0.2355	0.098
Si	-3.6449	-3.7101	29.0802	0.18	-0.1484	-0.0184
Si	4.0322	-0.4824	28.8346	-0.0794	0.0633	-0.1029
Si	-3.8677	-8.8278	28.7159	-0.0367	0.0922	0.0422
Si	0.0861	-4.8567	30.4861	-0.0447	-0.0333	-0.2269
Si	2.9079	-2.0206	30.3428	0.1083	0.1038	-0.2028
Si	0.1537	-10.4178	30.1575	0.0176	-0.0123	-0.2001
Si	2.8002	-7.5612	30.2781	-0.0241	0.0411	-0.1187
Si	-5.4394	-4.85	30.2045	-0.0709	-0.0131	-0.2725
Si	-2.4674	-2.1527	30.3612	-0.0752	-0.0301	-0.3143
Si	5.655	0.6752	30.1317	0.0578	0.0172	-0.1508
Si	-2.6398	-7.5896	30.3158	0.0106	0.021	-0.1133
Si	-1.2647	-3.517	31.782	-0.0166	0.0159	0.158
Si	1.4592	-0.7558	31.6761	-0.0639	0.0135	0.0567
Si	-1.2517	-9.0222	31.5992	0.1066	-0.0736	0.0287
Si	1.4494	-6.2896	31.7123	-0.0233	-0.116	0.1472
Si	4.2202	-3.4845	31.6553	-0.0118	-0.0795	0.0695
Si	6.9583	-0.7587	31.5891	-0.0734	-0.0815	0.0527
Si	4.2435	1.9807	31.6094	-0.0354	-0.0107	-0.0475
Si	-4.0745	-6.2612	31.6436	-0.0918	0.1109	-0.031
Si	-2.638	-4.898	33.0372	-0.5323	-0.1892	0.1202
Si	0.0965	-2.1635	33.0372	0.3715	0.3048	0.4837
Si	-2.638	-10.367	33.0372	0.0789	0.0973	-0.3875
Si	0.0965	-7.6325	33.0372	-0.2113	-0.3872	0.0502
Si	2.831	-4.898	33.0372	0.1518	0.1403	-0.1638
Si	5.5655	-2.1635	33.0372	0.3414	0.3023	-0.235
Si	2.831	0.571	33.0372	0.1906	0.3875	-0.2413
Si	5.5655	-7.6325	33.0372	-0.0479	0.0265	0.1123
Si	1.3673	-1.3673	3.418	0.1038	-0.0581	0.3358
Si	4.1018	1.3673	3.418	0.0902	-0.2074	0.2103
Si	1.3673	4.1018	3.418	-0.3233	-0.1103	-0.2336
Si	4.1018	-4.1018	3.418	-0.0612	0.0865	-0.2432
Si	6.8362	-1.3673	3.418	-0.2852	-0.1396	-0.5538
Si	-1.3673	1.3673	3.418	0.0777	0.252	-0.3047
Si	6.8362	4.1018	3.418	0.0289	-0.0431	0.379
Si	-1.3673	-4.1018	3.418	0.0203	-0.3737	0.2522
Si	2.7655	-0.0236	4.8327	0.0431	-0.0333	0.0302
Si	5.4597	2.7214	4.8174	0.0888	-0.0152	-0.1131
Si	2.7041	5.4732	4.7326	-0.0225	0.0599	-0.1551
Si	5.478	-2.7476	4.7632	-0.0058	0.0585	0.127
Si	-2.767	0.0121	4.6921	-0.0024	0.0277	-0.1655
Si	-0.0188	2.7357	4.8005	0.0173	-0.063	0.212
Si	8.2149	5.4357	4.8556	0.081	-0.005	0.0105
Si	0.0095	-2.775	4.8012	0.1229	-0.0002	-0.1405
Si	1.3742	1.3572	6.1714	0.0142	0.0944	0.1161
Si	4.0138	4.1081	6.0752	0.0054	-0.0581	0.1646
Si	1.3399	-4.2109	6.1811	-0.0521	0.0214	0.1649
Si	4.1181	-1.4607	6.2253	-0.0357	0.0328	0.2255
Si	-4.1023	1.2736	6.1303	-0.1281	0.0289	0.19
Si	-1.4247	4.0008	6.313	-0.0027	-0.0802	0.1966
Si	6.8124	-4.1065	6.1616	-0.0275	0.0378	0.2772
Si	-1.4641	-1.3882	5.9778	-0.0157	-0.0398	0.2159
Si	-0.2407	0.062	7.297	-0.014	-0.0127	0.2648
Si	2.4569	3.045	7.5026	-0.1343	-0.0002	0.1501
Si	0.1816	-5.749	7.6176	0.1258	-0.1475	0.1297
Si	3.0032	-3.1772	7.505	0.1391	-0.0673	0.2006
Si	5.7372	-0.2778	7.5471	0.0734	-0.1701	0.0896
Si	-2.4998	2.1799	7.5948	0.0535	0.035	0.1037
Si	5.2085	5.596	7.409	0.1032	0.0058	-0.0004
Si	-2.9773	-2.4423	7.4447	-0.0282	-0.0522	0.2428
Si	-1.2708	-6.2653	34.4045	-0.1292	-0.1247	-0.0303
Si	1.4637	-3.5308	34.4045	0.0261	0.1014	0.0011
Si	-1.2708	-11.7343	34.4045	0.0706	-0.0151	-0.0064
Si	1.4637	-8.9998	34.4045	0.0635	0.053	0.0025
Si	4.1982	-6.2653	34.4045	0.0293	-0.018	-0.0115
Si	6.9327	-3.5308	34.4045	0.0563	-0.0294	-0.0013
Si	4.1982	-0.7963	34.4045	0.0723	0.0771	-0.0547
Si	6.9327	1.9382	34.4045	0.0225	0.0723	-0.0439
Si	0.0965	-4.898	35.7717	0.0227	-0.0024	-0.0451
Si	2.831	-2.1635	35.7717	0.0031	-0.0745	-0.0174
Si	0.0965	-10.367	35.7717	-0.0135	0.0069	-0.0169
Si	2.831	-7.6325	35.7717	-0.0605	0.0478	0.0013
Si	5.5655	-4.898	35.7717	-0.0356	0.0432	-0.0106
Si	-2.638	-2.1635	35.7717	-0.0229	-0.008	-0.0074
Si	5.5655	0.571	35.7717	0.0004	-0.0267	-0.0329
Si	-2.638	-7.6325	35.7717	0.0147	0.0177	-0.0049
Si	1.3673	1.3673	0.6835	0.0317	-0.0275	0.0063
Si	4.1018	4.1018	0.6835	0.0092	-0.0097	0.016
Si	1.3673	-4.1018	0.6835	0.0026	0.0231	0.0282
Si	4.1018	-1.3673	0.6835	-0.0277	0.0271	0.0116
Si	6.8362	1.3673	0.6835	0.0067	0.0042	0.034
Si	-1.3673	4.1018	0.6835	-0.0251	0.0343	0.0102
Si	6.8362	-4.1018	0.6835	0.0488	-0.007	0.0074
Si	9.5708	-1.3673	0.6835	0.0318	-0.0322	0.0178
Si	0	0	2.0507	-0.026	0.0335	0.0413
Si	2.7345	2.7345	2.0507	-0.0761	-0.0531	0.0533
Si	0	-5.469	2.0507	-0.0435	-0.0735	-0.0281
Si	2.7345	-2.7345	2.0507	0.0457	0.0123	-0.013
Si	5.469	0	2.0507	-0.0451	-0.045	-0.0408
Si	8.2035	2.7345	2.0507	0.0578	-0.0246	-0.013
Si	5.469	5.469	2.0507	-0.0422	0.0169	0.031
Si	8.2035	-2.7345	2.0507	-0.0866	0.0157	0.0364
Si	-2.0796	4.8178	19.3469	0.1224	-0.0101	0.0744
Si	3.6841	0.9871	9.3694	-0.0599	-0.0218	0.0929
Si	-3.8909	0.0807	18.6193	0.0424	0.0456	-0.0542
Si	2.383	4.0728	22.4542	0.0022	0.1118	0.2105
Si	6.3909	-6.7311	14.4156	-0.0031	0.0235	-0.269
Si	1.8634	-6.4849	15.684	-0.0092	0.0524	-0.2622
Si	5.3777	-6.7374	26.8772	0.0741	-0.143	0
Si	2.1923	-4.227	13.4087	0.0781	0.1221	-0.1617
Si	-1.6471	4.0315	13.821	0.0433	-0.0131	-0.2201
Si	7.8479	2.3364	10.6713	0.3036	-0.1551	0.3376
Si	-2.49	0.1883	26.5328	-0.0203	0.0195	0.1292
Si	-8.8257	0.2554	11.7574	-0.2132	0.1196	0.234
Si	3.3054	-1.3495	14.2054	0.0138	-0.0751	-0.2684
Si	1.649	-1.2017	9.2658	-0.1285	-0.0057	0.1395
Si	-1.7105	-1.3221	20.422	0.1047	-0.1005	0.2942
Si	-6.5771	0.1002	22.2375	-0.0889	-0.0155	0.1621
Si	6.2857	-4.3245	25.4085	0.0206	-0.0965	-0.2329
Si	9.2461	6.7061	9.6739	0.0023	0.0996	-0.1896
Si	-10.3886	-6.5459	18.2378	0.0056	-0.0135	-0.0525
Si	1.5037	0.0706	23.2334	-0.0402	-0.0239	0.1222
Si	0.3152	2.0129	16.4441	-0.0441	0.1189	-0.2316
Si	0.3816	11.3601	20.3647	0.0104	-0.0477	0.2916
Si	-0.1722	8.7958	22.9314	0.0748	-0.2001	0.2454
Si	-4.6944	-2.1474	13.511	-0.0539	0.011	-0.1638
Si	6.5706	-5.9901	10.0302	-0.0897	0.0183	0.1464
Si	-6.6629	-11.8705	19.3699	-0.0063	-0.0121	0.2052
Si	5.2138	-6.6435	23.9636	0.0114	0.1352	-0.0009
Si	-2.2342	-10.8142	15.8248	0.0172	-0.0845	-0.3786
Si	-2.9844	0.2066	12.8529	0.1355	-0.1084	-0.2398
Si	8.6599	-2.8481	15.1798	-0.0494	0.0228	-0.314
Si	0.77	-5.7233	24.5236	-0.0842	0.065	-0.0124
Si	5.3307	2.7107	19.0972	0.0339	0.0436	0.1105
Si	-0.7934	-4.1404	12.6148	0.057	-0.1257	0.1921
Si	6.2074	2.572	21.8847	0.039	0.1066	0.2963
Si	-8.616	-8.3525	19.843	-0.0708	0.0959	0.2782
Si	4.5684	-7.953	16.3629	0.0385	0.0466	-0.2947
Si	4.9817	-4.8105	12.3351	-0.0233	0.0937	0.0606
Si	6.0502	-1.782	26.7828	-0.0961	-0.2026	0.1221
Si	8.3618	5.3204	16.3375	-0.0267	0.0187	-0.336
Si	7.6859	-3.9462	21.0804	0.066	-0.0703	0.3491
Si	-1.8498	2.4002	21.5374	0.0719	0.0174	0.2279
Si	2.9262	0.2715	16.8485	0.013	-0.0354	-0.2874
Si	0.238	-7.3629	26.7891	-0.0474	0.1611	0.1989
Si	-6.177	-2.6981	21.5866	-0.0915	-0.1229	0.2583
Si	10.303	1.6871	12.1774	-0.0273	-0.1275	-0.0835
Si	9.0346	6.6587	23.9472	0.08	-0.009	0.1125
Si	2.057	-4.0504	22.5175	-0.1877	-0.0419	0.1389
Si	-0.8295	1.8134	24.4241	0.0963	0.0324	-0.0387
O	5.9214	4.6421	8.5663	-0.0701	0.0876	-0.178
O	-3.6962	-1.2356	12.5856	-0.0304	-0.004	0.0706
O	3.3623	6.2816	12.3579	-0.0124	-0.0178	0.0145
O	1.2584	-0.061	21.633	-0.0222	-0.0095	-0.2121
O	-4.1172	-2.7053	27.8739	-0.0168	0.0496	-0.0299
O	0.2159	-0.9235	8.5577	0.1489	0.0075	-0.0602
O	-1.1014	8.0625	24.0422	0.0346	0.0819	-0.0899
O	1.8812	-5.4426	14.4435	-0.0169	-0.1593	0.1966
O	-2.8992	-9.5336	27.5667	-0.072	0.0372	0.1062
O	0.9348	1.3966	11.8766	0.1332	-0.0638	-0.0098
O	8.7797	-4.0205	16.3253	0.0131	-0.0811	0.1887
O	2.8897	0.6153	28.2858	-0.0061	0.1118	0.4761
O	0.3445	-2.4421	28.3573	-0.0518	0.147	0.5353
O	1.3445	4.1092	8.1736	0.0292	-0.046	-0.5707
O	-1.2243	1.1957	7.9854	-0.1122	0.0646	-0.4151
O	2.7014	-2.8596	14.1315	-0.0196	0.0061	0.0769
O	2.3484	2.7877	21.4683	0.0154	-0.0645	-0.2401
O	-1.4535	2.3967	10.9353	-0.0942	0.0898	0.0039
O	1.059	4.8029	26.0727	0.0351	-0.0484	0.0353
O	7.8715	6.685	25.066	-0.1121	-0.0299	0.0511
O	5.3745	3.538	17.6926	-0.046	-0.0127	0.1138
O	-3.3466	1.7915	21.604	-0.0663	-0.0488	-0.0824
O	-5.7795	-1.3271	22.4246	-0.0163	0.023	-0.1072
O	-1.0131	-9.7349	15.9434	0.0913	0.0389	0.1291
O	-1.235	-1.264	22.0202	-0.0712	0.0823	-0.2105
O	2.5432	-0.2975	13.2146	-0.0033	0.0049	-0.0608
O	8.5741	8.1342	20.3185	0.0058	0.0959	-0.1606
O	-5.1611	-3.4345	12.6588	0.003	-0.0632	-0.0137
O	2.254	-2.665	8.9021	-0.0089	0.1373	-0.1014
O	1.195	3.9523	23.5612	0.0269	-0.0157	-0.07
O	1.7219	6.4857	24.0912	0.0142	-0.0413	-0.0489
O	5.1738	0.4868	8.9247	-0.1134	0.0464	-0.0672
O	6.8767	-1.361	8.1248	-0.0821	0.0435	-0.5628
O	4.1442	-4.2521	8.1007	-0.1025	0.0718	-0.5256
O	-10.0322	-1.3174	23.845	-0.0258	0.0614	-0.099
O	-1.6609	-1.4157	15.6769	0.0294	0.017	0.1348
O	-1.4109	-0.7408	27.3489	0.0225	-0.0466	0.005
O	-6.9199	0.1042	20.6327	-0.0184	-0.0162	-0.1664
O	8.4119	6.4851	22.4534	-0.0765	0.0276	-0.2093
O	3.3306	2.4703	8.7953	0.0144	-0.0814	0.005
O	-3.2294	-7.2709	13.6123	-0.0463	0.0439	0.0958
O	0.7569	-3.1679	22.0111	0.0324	0.0412	-0.0677
O	3.0565	-0.8562	15.7046	-0.0199	0.0881	0.3317
O	-0.793	-6.7161	27.8516	0.062	-0.0427	-0.0132
O	-0.1289	-7.9587	17.7004	-0.0079	-0.0003	0.108
O	-1.4403	2.5999	23.1174	-0.0021	-0.0397	-0.0923
O	-1.8968	3.6517	20.4898	-0.0388	0.0924	-0.1551
O	-1.1708	5.2211	12.8183	-0.0523	0.0422	-0.0007
O	-2.8526	-11.2748	19.8057	-0.0456	-0.0058	-0.0385
O	5.3873	-5.9547	13.4128	0.0201	-0.0517	0.094
O	-3.87	-0.6401	26.2203	0.0405	-0.013	-0.0936
O	1.421	0.8778	16.8053	0.0137	-0.0152	0.1006
O	6.9028	-5.7199	15.5972	0.0887	0.0428	0.163
O	-7.4156	-3.3609	22.4278	0.1645	0.0866	-0.1235
O	-2.0924	-2.9768	8.7244	0.0269	0.007	-0.07
O	1.1974	-8.4537	27.5198	-0.0013	-0.0248	0.0491
O	-5.2519	3.3859	20.5493	-0.0529	-0.005	-0.2063
O	4.7042	-1.1331	27.4518	-0.0047	0.0439	0.1177
O	7.8276	0.5158	14.4722	-0.0092	0.0468	0.2147
O	-3.1955	-5.1423	19.9971	0.0178	-0.0657	-0.1487
O	-0.7807	-8.2274	13.4393	-0.0208	0.0887	0.1349
O	-0.8227	-5.4489	24.2765	0.0165	0.0001	-0.0467
O	-4.5221	-7.224	23.032	-0.0158	-0.0787	-0.1007
O	0.6379	1.215	23.9921	-0.028	0.0319	-0.0084
O	1.5542	-1.0143	10.8856	0.0131	-0.1112	-0.2242
O	5.4147	-5.1867	10.8285	0.0609	-0.0151	-0.0325
O	2.4472	-4.5197	28.4564	0.21	-0.2454	0.4249
O	-3.1785	-10.7909	17.1538	-0.1125	-0.0062	0.2032
O	-2.6456	-6.3295	17.8061	0.0066	-0.0401	0.1189
O	7.9432	-5.1781	9.7835	0.0052	-0.0346	0.0182
O	3.9021	-6.4336	27.4765	-0.0486	-0.0069	-0.0113
O	-0.3142	-0.8812	19.6313	-0.0458	-0.0001	-0.0578
O	11.7528	-3.9252	12.6135	0.0077	0.0196	-0.0186
O	-7.17	2.2799	19.2143	0.039	-0.0538	-0.0857
O	4.0227	1.4587	16.563	0.019	-0.0161	0.0813
O	-1.488	4.5053	15.3845	-0.0559	0.0451	0.1945
O	1.3602	1.3335	19.4646	0.0386	-0.041	-0.1109
O	2.6498	-0.061	8.6534	0.0152	0.0144	-0.0644
O	6.9551	3.6654	10.9518	-0.0614	0.05	-0.0924
O	1.0485	3.052	15.3771	0.003	-0.0499	0.1126
O	-0.4495	-5.0571	8.9899	-0.0091	-0.0019	-0.1073
O	-1.3104	-3.6681	11.151	-0.0053	0.0148	-0.1361
O	6.1346	-5.2863	26.7307	0.0214	-0.0555	0.0101
O	7.0695	-2.6244	14.8346	0.0475	-0.0483	0.1881
O	-4.8013	-3.5657	21.4322	-0.0452	0.0597	-0.0568
O	-6.7845	-2.4076	20.0814	0.0084	0.1187	-0.1417
O	-0.8256	1.3517	20.8944	-0.0055	-0.0509	-0.1247
O	-5.7234	-9.4912	22.5095	-0.0037	-0.0829	-0.0678
O	5.5933	-7.9794	15.0877	-0.0893	-0.063	0.1945
O	-1.8541	0.6983	25.0966	-0.0913	-0.1091	0.1547
O	-5.1763	-11.8592	18.6721	0.0036	-0.0102	-0.0333
O	-0.6322	2.8716	25.6252	-0.0239	0.0226	0.022
O	3.1866	-11.4919	18.2338	0.0001	-0.0352	0.1086
O	5.2343	-7.4232	25.4025	-0.0023	0.0536	0.0362
O	-2.5251	-4.8054	28.4561	-0.238	0.0852	0.6115
O	3.1241	0.1986	23.3277	0.1202	-0.0068	-0.1062
O	5.464	-5.0469	24.193	0.0212	-0.0038	0.0493
O	1.1552	-5.7292	16.9571	-0.0245	-0.0208	0.1503
O	3.8099	-6.8568	23.2108	0.022	-0.05	-0.0102
O	3.4075	0.9189	10.9919	0.1781	0.0621	-0.3088
O	7.6596	2.1808	9.0618	0.0243	0.0002	-0.3405
O	4.9057	-1.3117	13.8971	-0.0408	0.0519	0.0859
O	-1.366	0.2458	12.5167	-0.0753	0.069	0.0773
O	2.1481	-5.4498	21.6601	0.0248	0.0281	-0.0825
O	-4.5003	12.4792	18.9515	-0.0103	0.0011	-0.0139
O	-3.6664	1.2306	11.7564	-0.0609	0.0785	-0.0908
O	5.6495	-2.8319	25.5845	0.0216	0.1281	0.1257
O	1.7767	14.9145	19.2157	-0.0157	0.0334	-0.0742
O	3.3952	-6.8798	16.0425	0.0451	-0.0422	0.1186
O	-0.5311	-5.6317	19.0585	0.0266	-0.0101	-0.0421
O	-4.7975	-7.7303	27.9023	0.0606	-0.0637	0.0541
O	-1.4879	-3.2845	13.8149	0.0042	0.0311	0.0621

Results
free energy: -155242.394 eV
free energy less fixed offsets of O -568.88, Si -635.61 eV per atom: 0.006 eV

The program warned: the cutoff lies below the one the program advises for these potential files; the exchange-correlation potential is rough where the density is thin.
